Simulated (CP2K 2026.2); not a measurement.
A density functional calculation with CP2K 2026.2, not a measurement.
Periodic cell of 1152 atoms, Si864O288, from a study of silicon, its oxide and their interface. The atomic structure is a simulated model.
Doubt: the forces sum to 1.63 eV/angstrom along one axis rather than to zero, so they err by at least 0.0014 eV/angstrom per atom on average; the grid cutoff is modest.

Settings
functional: PBE
method: Gaussian and plane waves
basis set: DZVP-MOLOPT-SR-GTH
pseudopotentials: GTH-PBE
grid cutoff: 350 Ry, relative cutoff 50 Ry
k points: Gamma only
occupations: fixed
spin: none
net charge: 0

Cell vectors (angstrom)
a 32.64 0 0
b 0 16.32 0
c -2.4017 0.2109 39.477

Atoms: element, x, y, z (angstrom)
Si -1.4622 15.4148 39.4588
Si 4.2692 1.0848 0.0106
Si 1.0666 4.4283 0.0291
Si 3.9869 7.0867 0.1843
Si -0.7385 9.4014 39.2945
Si 1.8021 12.4067 39.3719
Si 4.1947 15.5373 39.4272
Si 9.3997 1.6493 0.0063
Si 7.1803 3.8195 0.1625
Si 9.7132 6.5215 0.1522
Si 3.9844 10.0762 39.3637
Si 7.5553 12.1494 39.324
Si 10.0349 15.0147 39.4033
Si 15.2792 1.1054 0.0776
Si 12.0058 4.4101 0.1391
Si 13.1284 6.7702 39.427
Si 12.0263 9.5918 0.2396
Si 12.1652 12.696 39.4235
Si 17.3625 15.1035 0.0487
Si 18.1584 1.1902 39.3955
Si 17.6741 4.2305 0.1441
Si 20.5766 6.365 0.3295
Si 17.8705 9.6238 0.4893
Si 20.6385 11.8646 0.2758
Si 20.4292 15.311 39.4697
Si 23.9899 1.1633 39.2648
Si 22.8802 4.2507 0.0296
Si 26.2058 6.6584 0.1692
Si 22.8249 9.6547 0.1666
Si 26.0015 11.8802 0.1356
Si 28.5249 14.9791 0.2689
Si 31.6132 1.4204 0.1628
Si 26.0593 4.6596 39.4625
Si 29.0952 6.8679 39.4489
Si 28.0884 9.6543 0.4172
Si 30.5877 12.6313 0.0096
Si 2.6936 16.2321 1.2721
Si 5.4517 2.6857 1.2973
Si 2.7167 5.4948 1.3277
Si 5.4745 8.3152 1.4196
Si 2.6339 10.9454 1.136
Si 5.4438 13.691 1.2297
Si 8.1969 0.0694 1.2937
Si 10.8918 2.7929 1.4213
Si 8.2154 5.3931 1.5215
Si 10.8009 8.1105 1.4961
Si 8.1706 10.9076 1.0883
Si 10.9127 13.5867 1.2487
Si 13.6174 16.3118 1.3167
Si 16.4266 2.6664 1.3772
Si 13.7201 5.5619 1.2366
Si 16.4874 8.0559 1.4937
Si 13.6146 10.8592 1.3699
Si 16.1987 13.5506 1.3454
Si 19.0163 16.2207 1.3245
Si 21.7291 2.6081 1.2695
Si 19.0807 5.2747 1.6787
Si 21.6854 8.099 1.4717
Si 19.1867 10.8999 1.8121
Si 21.7592 13.5721 1.422
Si 24.5675 16.2918 1.1127
Si 27.3088 2.6959 1.1669
Si 24.5216 5.4091 1.2747
Si 27.0597 8.1263 1.7733
Si 24.4226 10.7942 1.4807
Si 27.1143 13.5327 1.4443
Si 29.9484 0.1516 1.3602
Si 0.0514 2.9167 1.5238
Si 29.9484 5.5597 1.3884
Si 0.0333 8.2159 1.2529
Si 29.7337 10.9616 1.4375
Si 32.4233 13.5949 1.2288
Si 1.4294 1.3885 2.6835
Si 4.0831 4.0825 2.6355
Si 1.3533 6.8616 2.6996
Si 4.0097 9.6574 2.6636
Si 1.2461 12.2474 2.544
Si 4.0542 14.9332 2.67
Si 6.8099 1.3679 2.7121
Si 9.5657 4.0713 2.8735
Si 6.8069 6.8555 2.713
Si 9.3953 9.5512 2.6674
Si 6.8419 12.2895 2.5398
Si 9.5261 14.9474 2.6036
Si 12.2663 1.3665 2.6759
Si 14.9815 4.0764 2.6438
Si 12.3388 6.8271 2.7252
Si 15.0245 9.497 2.7081
Si 12.2355 12.2419 2.7073
Si 14.9185 14.9393 2.7483
Si 17.7521 1.3099 2.7484
Si 20.467 3.8639 2.8462
Si 17.7522 6.7286 2.9291
Si 20.4662 9.4051 2.9989
Si 17.6365 12.3136 2.8072
Si 20.3625 14.9073 2.7451
Si 23.2046 1.3145 2.5798
Si 25.8825 4.0045 2.5986
Si 23.1563 6.741 2.7293
Si 25.6639 9.4863 2.9791
Si 23.1317 12.2442 2.7997
Si 25.7572 14.9573 2.6867
Si 28.5693 1.4453 2.7127
Si 31.2303 4.1807 2.8088
Si 28.6253 6.824 2.8635
Si 31.2669 9.5809 2.6162
Si 28.4548 12.2509 2.8803
Si 31.2532 15.024 2.7018
Si 0.0233 0.0355 4.0355
Si 2.7661 2.7357 4.0549
Si 0.0047 5.5213 4.104
Si 2.7089 8.2346 4.0405
Si -0.0259 10.9104 4.0093
Si 2.654 13.5738 3.9687
Si 5.4224 16.3127 4.0324
Si 8.1415 2.7069 4.127
Si 5.4166 5.4664 4.0163
Si 8.1301 8.1967 4.094
Si 5.4451 10.9727 3.9754
Si 8.161 13.6112 3.9853
Si 10.8802 16.3062 4.0037
Si 13.6202 2.7307 4.0417
Si 10.9713 5.4633 4.113
Si 13.6356 8.1937 4.1021
Si 10.8263 10.8842 4.021
Si 13.5711 13.5851 4.1064
Si 16.3276 16.297 4.0782
Si 19.0637 2.605 4.1939
Si 16.3003 5.3689 4.1364
Si 19.0638 8.0923 4.2918
Si 16.3296 10.8682 4.1142
Si 19.0106 13.6288 4.1657
Si 21.8041 16.298 4.0112
Si 24.5138 2.6851 4.0122
Si 21.8078 5.3547 4.0969
Si 24.3782 8.0692 4.2509
Si 21.8209 10.864 4.2116
Si 24.4745 13.615 4.1389
Si 27.1839 16.3355 4.0123
Si 29.9056 2.7564 4.1234
Si 27.2129 5.3696 4.0621
Si 29.985 8.2305 4.1094
Si 27.1238 10.868 4.2118
Si 29.8942 13.6585 4.0979
Si 1.3921 14.9393 21.8176
Si 4.0822 1.3336 21.7681
Si 1.3396 4.0879 21.816
Si 4.0692 6.7552 21.7931
Si 1.3598 9.4971 21.8337
Si 4.0444 12.2112 21.8213
Si 6.8031 14.9507 21.766
Si 9.5226 1.335 21.7791
Si 6.8235 4.0432 21.7816
Si 9.5113 6.8187 21.7254
Si 6.7716 9.4931 21.7382
Si 9.4879 12.249 21.6901
Si 12.1994 14.9892 21.6914
Si 14.8989 1.3814 21.6792
Si 12.2549 4.0549 21.7078
Si 14.9488 6.7892 21.6981
Si 12.2222 9.4961 21.6751
Si 14.9395 12.2316 21.6501
Si 17.6923 14.9671 21.6382
Si 20.4414 1.3537 21.6631
Si 17.6536 4.1144 21.6339
Si 20.4382 6.8425 21.7267
Si 17.6972 9.5393 21.6929
Si 20.3676 12.2484 21.6684
Si 23.1451 14.9746 21.7507
Si 25.85 1.3775 21.7875
Si 23.149 4.1201 21.773
Si 25.8807 6.8176 21.8064
Si 23.1558 9.5359 21.7312
Si 25.8432 12.2293 21.8303
Si 28.5636 14.9579 21.8126
Si 31.2821 1.3608 21.838
Si 28.5626 4.0921 21.8543
Si 31.2855 6.7945 21.8794
Si 28.5572 9.5153 21.8614
Si 31.2808 12.2239 21.8031
Si 2.7541 16.314 23.175
Si 5.4716 2.6428 23.1269
Si 2.7288 5.399 23.1894
Si 5.4156 8.1404 23.122
Si 2.7056 10.8339 23.2335
Si 5.4196 13.6095 23.1154
Si 8.1621 16.2902 23.163
Si 10.9741 2.6522 23.095
Si 8.1919 5.4469 23.0933
Si 10.9078 8.1449 23.0864
Si 8.1811 10.8398 23.0362
Si 10.798 13.6674 23.0304
Si 13.5482 16.3401 23.0596
Si 16.2463 2.7995 22.9691
Si 13.582 5.4338 23.0742
Si 16.3194 8.1778 23.0068
Si 13.5253 10.9143 22.9918
Si 16.3604 13.5632 22.9519
Si 19.0518 16.3356 22.9804
Si 21.8 2.6791 23.0498
Si 19.0379 5.4423 22.9768
Si 21.7894 8.232 23.1049
Si 19.0506 10.8966 23.0748
Si 21.7069 13.6106 23.0074
Si 24.4889 16.3461 23.1448
Si 27.1817 2.7213 23.1915
Si 24.4936 5.5035 23.1588
Si 27.188 8.163 23.2488
Si 24.4927 10.8247 23.176
Si 27.192 13.6152 23.1827
Si 29.9218 16.3042 23.1878
Si -0.0259 2.7583 23.1992
Si 29.9091 5.4441 23.2576
Si 0.0328 8.1463 23.2396
Si 29.9187 10.8977 23.1968
Si 0.043 13.5415 23.15
Si 1.382 1.3977 24.4891
Si 4.1192 3.9778 24.4765
Si 1.4061 6.7541 24.6085
Si 4.0564 9.418 24.5733
Si 1.3467 12.2051 24.6052
Si 4.1266 14.9658 24.5672
Si 6.8008 1.2981 24.542
Si 9.6712 4.1072 24.3543
Si 6.8003 6.7985 24.4458
Si 9.5818 9.5464 24.4207
Si 6.7981 12.1782 24.3491
Si 9.5168 14.9474 24.5511
Si 12.2465 1.2905 24.6003
Si 14.9099 4.0718 24.4434
Si 12.2494 6.7711 24.4751
Si 14.9178 9.5727 24.2903
Si 12.1314 12.2981 24.3184
Si 14.9888 14.9221 24.2225
Si 17.6559 1.448 24.1999
Si 20.4021 4.061 24.2866
Si 17.6979 6.7974 24.3302
Si 20.424 9.5809 24.4745
Si 17.6782 12.2635 24.3991
Si 20.3887 14.9885 24.3771
Si 23.1075 1.357 24.5156
Si 25.7635 4.0725 24.5322
Si 23.1922 6.9684 24.4997
Si 25.8411 9.5077 24.6711
Si 22.9897 12.1925 24.3483
Si 25.8284 14.9962 24.5272
Si 28.5558 1.3564 24.5574
Si -1.3949 4.0682 24.6404
Si 28.5494 6.8124 24.6351
Si -1.338 9.5618 24.5606
Si 28.5346 12.2526 24.5596
Si -1.3053 14.9047 24.4733
Si 0.0165 16.3341 25.7776
Si 2.8019 2.6405 25.9086
Si 0.011 5.4063 25.9767
Si 2.7735 8.0654 26.0722
Si -0.0033 10.8705 26.0376
Si 2.7161 13.6028 25.9031
Si 5.5142 16.2688 26.0504
Si 8.2671 2.7711 25.6063
Si 5.4492 5.3856 25.7805
Si 8.2717 8.1186 25.7242
Si 5.4963 10.8256 25.7448
Si 8.0932 13.5175 25.7499
Si 10.8129 16.2534 26.0665
Si 13.7108 2.6691 25.9343
Si 11.0164 5.329 25.8997
Si 13.5976 8.2403 25.6938
Si 10.8126 11.0397 25.8077
Si 13.577 13.6264 25.5444
Si 16.3654 16.3289 25.4476
Si 18.9741 2.751 25.6129
Si 16.2829 5.4865 25.6841
Si 19.0359 8.1777 25.7068
Si 16.2447 10.9252 25.673
Si 19.0534 13.6164 25.7414
Si 21.7036 16.323 25.8204
Si 24.3641 2.7409 25.9545
Si 21.7542 5.4894 25.5357
Si 24.4571 8.2232 26.1589
Si 21.7219 10.936 25.9168
Si 24.31 13.5805 25.6164
Si 27.1809 16.3423 25.9507
Si 29.8921 2.682 26.0174
Si 27.146 5.3904 25.9103
Si 29.9455 8.228 25.9387
Si 27.2098 10.921 26.01
Si 29.9675 13.5914 25.8575
Si 1.5482 15.2485 27.1458
Si 3.8711 1.0535 27.3353
Si 1.6051 4.1618 27.2086
Si 3.9052 6.3129 27.2736
Si 1.1396 9.2301 27.3359
Si 4.3339 12.3619 27.0544
Si 6.604 14.5097 27.2445
Si 9.5996 1.6883 27.1732
Si 7.1383 4.2996 26.9385
Si 9.3687 6.5058 27.0538
Si 7.1088 9.6722 26.9903
Si 9.1454 12.059 27.2342
Si 12.6482 15.1123 27.0945
Si 14.9797 0.9842 27.0264
Si 12.0947 3.6581 27.3213
Si 15.1956 7.1077 26.9597
Si 12.4547 9.8764 26.9212
Si 14.646 12.0991 26.9273
Si 17.9066 15.3009 26.8204
Si 20.0718 1.2393 26.9787
Si 17.8807 4.3428 26.9266
Si 20.2202 6.5509 26.8944
Si 17.3781 9.3015 26.8723
Si 20.5321 12.5395 27.198
Si 22.8173 14.6536 27.0592
Si 25.9911 1.6127 27.2509
Si 23.0976 4.4158 27.092
Si 25.561 6.4136 27.2998
Si 23.3023 9.9714 27.4133
Si 25.4832 12.1834 27.017
Si 28.8707 15.1913 27.1488
Si -1.5186 1.0439 27.222
Si 28.2284 3.8153 27.283
Si -1.1198 7.0588 27.2362
Si 28.8482 9.7927 27.3413
Si -1.6107 12.0797 27.3349
Si 0.256 13.5136 29.3038
Si 8.4406 11.8308 33.8061
Si 27.1123 13.6403 29.1326
Si 3.6165 2.621 32.7476
Si 4.9529 5.4193 32.9036
Si 8.1783 13.558 29.6444
Si 4.8413 6.8581 30.2128
Si 7.7684 0.5296 34.2416
Si 2.8442 6.42 34.8442
Si 7.0059 8.7281 29.8174
Si 17.151 6.7632 33.8361
Si 10.7927 9.9196 34.6051
Si 16.3527 15.8787 29.1754
Si 8.0862 14.5122 32.3515
Si 5.0917 1.3062 30.2373
Si 4.983 14.9099 31.7093
Si 13.8569 11.4111 30.9144
Si 18.9831 10.7653 29.2042
Si 16.8176 8.1893 37.7415
Si 17.6566 13.2709 34.868
Si 13.948 11.1842 37.7531
Si 27.6498 11.5881 31.0993
Si 2.5969 8.1405 31.5458
Si 25.5079 14.4345 34.1525
Si 18.5005 8.9907 35.4092
Si 20.6301 12.9285 34.6946
Si 25.6633 7.1124 30.2014
Si 11.4874 4.0863 34.7706
Si 19.2716 15.3308 33.6913
Si -0.221 8.551 31.8868
Si 22.092 8.1889 37.5165
Si -0.2634 13.858 32.4001
Si 24.0439 0.1625 29.223
Si 30.1951 5.0772 29.2604
Si 27.9808 8.8343 30.2523
Si 23.3824 4.1895 34.2657
Si 26.73 6.6653 35.2527
Si 7.6469 2.603 29.2619
Si 4.8297 9.8549 36.4415
Si -0.207 2.8395 29.31
Si 2.4733 11.2532 29.2308
Si 21.2534 1.5233 29.6851
Si 8.8702 0.6458 37.2096
Si 4.5924 16.4917 34.2184
Si 28.2822 11.1481 36.8402
Si 12.2269 9.157 29.773
Si 0.9487 6.1216 32.8358
Si 6.6562 12.4324 36.3787
Si 20.0731 3.6828 36.6625
Si 12.5214 4.4609 30.3072
Si 6.6331 11.3449 31.4067
Si 13.6392 10.2153 33.6266
Si 13.8889 8.207 36.8087
Si 14.1345 13.873 29.2802
Si 16.2029 13.2157 37.5513
Si 22.8589 7.0155 31.0427
Si 20.8004 1.1615 34.8534
Si 21.6086 9.6262 30.1563
Si 13.8368 4.4393 32.9628
Si 21.2255 3.0139 32.4496
Si -1.7904 9.4897 36.2529
Si 25.3442 14.8383 31.3341
Si 24.2695 2.0825 36.3599
Si 23.3782 15.773 35.6623
Si 18.9008 0.2604 30.9454
Si 1.5356 11.8923 33.867
Si 4.5937 14.5857 36.5525
Si -0.4806 2.2965 35.0456
Si 30.0566 6.8858 31.5109
Si 1.7122 13.4963 36.4989
Si 27.942 13.7599 35.4992
Si 26.929 3.8031 36.5655
Si 22.2142 10.901 32.7998
Si 29.5851 7.7539 34.3419
Si 21.4376 8.7916 34.8323
Si 3.7417 12.2575 31.7769
Si 29.5653 13.0684 33.0214
Si 9.7897 8.644 37.0059
Si 0.6521 3.3104 37.5567
Si 9.4815 4.5705 30.9817
Si 30.1929 15.3133 36.5874
Si 6.851 7.7114 36.8073
Si -0.0205 15.4891 34.9202
Si 2.9597 5.4326 37.7016
Si 7.519 5.7898 34.5807
Si 0.4897 3.2788 32.2785
Si -1.8038 10.2831 33.6618
Si 16.5734 3.8166 34.4023
Si 11.0864 2.8356 37.4612
Si 14.1004 7.4167 33.8822
Si 14.0867 6.8674 29.7545
Si 16.6953 10.2239 30.934
Si 10.2527 6.9895 34.7472
Si 2.7693 9.2975 34.2737
Si 18.1925 4.7364 29.7332
Si 16.4175 10.7785 34.017
Si 21.4964 6.05 35.6148
Si 21.2184 5.3028 29.2703
Si 9.7905 7.5072 29.9579
Si 16.8675 7.1191 30.8105
Si 24.9812 6.094 32.8749
Si 8.833 3.3803 33.8069
Si 22.093 13.724 37.3611
Si 24.9917 12.203 32.4433
Si 18.4052 3.1456 32.1932
Si 27.1 8.3967 37.6182
Si 17.074 3.1289 37.3023
Si 29.4173 2.0535 36.5879
Si 1.3591 14.9632 5.3799
Si 4.1004 1.3695 5.4172
Si 1.3731 4.102 5.3998
Si 4.062 6.8346 5.3846
Si 1.3369 9.5658 5.4028
Si 4.0573 12.275 5.3646
Si 6.7926 14.9517 5.3762
Si 9.5231 1.3233 5.4181
Si 6.774 4.1126 5.416
Si 9.5431 6.8343 5.4147
Si 6.7464 9.5706 5.3921
Si 9.4949 12.2575 5.3894
Si 12.2099 14.9651 5.4249
Si 14.9672 1.3604 5.4172
Si 12.275 4.0635 5.4553
Si 14.9592 6.7852 5.4634
Si 12.2113 9.5399 5.4089
Si 14.9434 12.2232 5.4561
Si 17.6664 14.9809 5.504
Si 20.4662 1.279 5.485
Si 17.683 4.0178 5.4844
Si 20.4556 6.6992 5.5286
Si 17.6717 9.5183 5.5197
Si 20.3869 12.2302 5.4877
Si 23.1019 14.9643 5.4602
Si 25.8465 1.3477 5.4179
Si 23.1821 4.0282 5.4444
Si 25.8634 6.7307 5.4685
Si 23.111 9.494 5.5967
Si 25.8184 12.2709 5.5316
Si 28.5365 15.0088 5.4363
Si 31.2987 1.3765 5.4183
Si 28.5454 4.0745 5.4903
Si 31.3051 6.858 5.4828
Si 28.5721 9.5279 5.481
Si 31.2734 12.2678 5.4071
Si 2.7192 16.3235 6.7544
Si 5.4375 2.7377 6.7847
Si 2.7197 5.466 6.7659
Si 5.4172 8.186 6.7596
Si 2.7199 10.9078 6.7538
Si 5.416 13.6178 6.7495
Si 8.1468 16.2988 6.7688
Si 10.8769 2.7021 6.777
Si 8.1603 5.4642 6.7597
Si 10.876 8.1817 6.7953
Si 8.1301 10.9034 6.7579
Si 10.8492 13.6028 6.777
Si 13.5872 16.3243 6.7741
Si 16.3128 2.6831 6.8323
Si 13.6034 5.4322 6.8262
Si 16.307 8.1401 6.8399
Si 13.5688 10.8772 6.8007
Si 16.3035 13.5886 6.8204
Si 19.0655 16.2956 6.8553
Si 21.8013 2.6885 6.8164
Si 19.0455 5.3762 6.8506
Si 21.7485 8.1142 6.8998
Si 19.039 10.8777 6.8593
Si 21.7547 13.5982 6.8329
Si 24.4866 16.3217 6.8028
Si 27.1943 2.6948 6.8214
Si 24.5106 5.3897 6.8388
Si 27.2213 8.128 6.8126
Si 24.4957 10.8766 6.8891
Si 27.2114 13.6379 6.832
Si 29.9268 16.3449 6.7876
Si 0.0147 2.7423 6.7734
Si 29.926 5.4637 6.8058
Si 0.0199 8.2116 6.8198
Si 29.933 10.9113 6.806
Si 0.0051 13.6154 6.7679
Si 1.3642 1.3658 8.1275
Si 4.0689 4.0972 8.1347
Si 1.3705 6.818 8.1505
Si 4.059 9.5346 8.1302
Si 1.3647 12.259 8.1338
Si 4.0726 14.9744 8.1295
Si 6.7962 1.3616 8.128
Si 9.5066 4.0801 8.1204
Si 6.7895 6.8226 8.118
Si 9.4928 9.5417 8.1305
Si 6.7689 12.2535 8.1244
Si 9.4941 14.9513 8.1478
Si 12.2318 1.3546 8.15
Si 14.9618 4.0674 8.1788
Si 12.2236 6.802 8.1559
Si 14.93 9.5117 8.1682
Si 12.2122 12.2479 8.1474
Si 14.9381 14.9623 8.1545
Si 17.6922 1.3445 8.1892
Si 20.4265 4.0338 8.1897
Si 17.687 6.7778 8.1813
Si 20.3872 9.5025 8.2165
Si 17.6676 12.2413 8.1924
Si 20.4072 14.9371 8.2143
Si 23.1475 1.3467 8.1926
Si 25.8607 4.0495 8.2049
Si 23.155 6.7642 8.2042
Si 25.8787 9.5001 8.1917
Si 23.1171 12.2438 8.2055
Si 25.8437 14.978 8.185
Si 28.5762 1.3613 8.1742
Si 31.2925 4.0916 8.1484
Si 28.5775 6.7974 8.1908
Si 31.2866 9.552 8.1741
Si 28.5765 12.2632 8.1717
Si 31.2846 14.9693 8.1383
Si 0.0049 16.33 9.4996
Si 2.7143 2.7293 9.4965
Si 0.0082 5.4527 9.5106
Si 2.7203 8.1744 9.5131
Si 0.0142 10.9058 9.5206
Si 2.7178 13.6151 9.5008
Si 5.4283 16.3312 9.4946
Si 8.1485 2.7242 9.4904
Si 5.4334 5.4567 9.488
Si 8.1398 8.1743 9.4925
Si 5.4203 10.8892 9.494
Si 8.1279 13.5986 9.5026
Si 10.8604 16.3157 9.5009
Si 13.5855 2.7119 9.5202
Si 10.8558 5.4369 9.4986
Si 13.578 8.1533 9.5265
Si 10.8515 10.8878 9.5041
Si 13.577 13.6021 9.5101
Si 16.3127 16.3051 9.5245
Si 19.0533 2.6981 9.55
Si 16.3215 5.4256 9.5366
Si 19.0297 8.1402 9.5551
Si 16.3002 10.8693 9.5267
Si 19.0365 13.5852 9.5575
Si 21.7791 16.3093 9.5487
Si 24.4989 2.7024 9.562
Si 21.7781 5.4119 9.5468
Si 24.5105 8.1448 9.5481
Si 21.7643 10.8701 9.5537
Si 24.4937 13.6056 9.546
Si 27.2184 16.325 9.5413
Si 29.9383 2.73 9.5216
Si 27.2224 5.4288 9.5454
Si 29.9366 8.1741 9.532
Si 27.2308 10.8837 9.5333
Si 29.9401 13.616 9.5256
Si 1.3577 14.9698 10.8689
Si 4.0677 1.3674 10.8613
Si 1.36 4.0838 10.8709
Si 4.0763 6.8053 10.8665
Si 1.36 9.5297 10.8783
Si 4.0659 12.2463 10.8648
Si 6.775 14.9642 10.8622
Si 9.5004 1.3617 10.8566
Si 6.7821 4.0846 10.8504
Si 9.4934 6.8036 10.8534
Si 6.7767 9.5258 10.8589
Si 9.4884 12.2409 10.8655
Si 12.2162 14.9586 10.8683
Si 14.9511 1.3528 10.8761
Si 12.2182 4.0794 10.8642
Si 14.9488 6.7937 10.8782
Si 12.2106 9.5227 10.8668
Si 14.9391 12.2402 10.8719
Si 17.673 14.9553 10.895
Si 20.4161 1.346 10.9061
Si 17.6891 4.0705 10.8917
Si 20.4149 6.7849 10.8935
Si 17.6657 9.5135 10.8907
Si 20.4053 12.2299 10.9086
Si 23.1406 14.9583 10.9114
Si 25.8674 1.3553 10.9144
Si 23.1399 4.0669 10.9122
Si 25.868 6.7909 10.9077
Si 23.144 9.5121 10.8958
Si 25.8634 12.24 10.8911
Si 28.5806 14.9641 10.8948
Si 31.2941 1.3633 10.8786
Si 28.5865 4.0775 10.9009
Si 31.2944 6.8069 10.8846
Si 28.5838 9.5281 10.8999
Si 31.2941 12.2549 10.8887
Si 2.7123 16.3285 12.2332
Si 5.4226 2.7284 12.2215
Si 2.717 5.4436 12.2329
Si 5.4249 8.1653 12.2305
Si 2.7132 10.8888 12.2396
Si 5.4194 13.6044 12.2296
Si 8.1357 16.3245 12.2182
Si 10.8565 2.7198 12.2205
Si 8.1342 5.4441 12.2164
Si 10.8506 8.1597 12.2207
Si 8.1322 10.8796 12.2269
Si 10.8508 13.5998 12.2226
Si 13.5823 16.3148 12.2264
Si 16.3161 2.7115 12.2346
Si 13.5808 5.4354 12.2263
Si 16.3066 8.1531 12.2401
Si 13.5749 10.8805 12.2246
Si 16.3058 13.5921 12.2355
Si 19.0436 16.3113 12.2511
Si 21.7784 2.7087 12.2625
Si 19.0511 5.4306 12.248
Si 21.7811 8.1495 12.246
Si 19.0385 10.8675 12.2482
Si 21.7746 13.5947 12.258
Si 24.5065 16.3146 12.2687
Si 27.2284 2.72 12.266
Si 24.5054 5.4323 12.2631
Si 27.2273 8.1612 12.2579
Si 24.5061 10.8776 12.2511
Si 27.2256 13.598 12.254
Si 29.94 16.3259 12.253
Si 0.008 2.724 12.2434
Si 29.9423 5.4451 12.2545
Si 0.0081 8.1667 12.2472
Si 29.9423 10.8889 12.256
Si 0.0072 13.6141 12.2485
Si 1.3593 1.3621 13.6103
Si 4.0664 4.0789 13.5992
Si 1.3606 6.7983 13.606
Si 4.0633 9.5183 13.598
Si 1.3551 12.2441 13.6088
Si 4.0609 14.9605 13.5964
Si 6.7737 1.3611 13.5813
Si 9.4913 4.0811 13.575
Si 6.7767 6.797 13.5896
Si 9.4891 9.5145 13.5857
Si 6.7726 12.2378 13.5896
Si 9.4908 14.9616 13.5787
Si 12.2183 1.3585 13.5763
Si 14.9492 4.077 13.5799
Si 12.2162 6.8009 13.5767
Si 14.9412 9.5222 13.5819
Si 12.2096 12.2371 13.5807
Si 14.9438 14.9558 13.5852
Si 17.6812 1.3595 13.5964
Si 20.4179 4.0781 13.6069
Si 17.6822 6.797 13.5892
Si 20.4163 9.5122 13.5956
Si 17.6766 12.2385 13.5908
Si 20.4127 14.959 13.6079
Si 23.1459 1.358 13.6207
Si 25.869 4.0797 13.6245
Si 23.1466 6.8003 13.6121
Si 25.8684 9.5227 13.6152
Si 23.1466 12.2385 13.6093
Si 25.8731 14.9568 13.6212
Si 28.5871 1.3607 13.6248
Si 31.2951 4.0803 13.6156
Si 28.585 6.8023 13.6194
Si 31.2928 9.5224 13.6172
Si 28.5833 12.2434 13.6216
Si 31.2918 14.9656 13.6215
Si 0.0057 16.3255 14.9858
Si 2.7134 2.7207 14.9761
Si 0.0093 5.4386 14.9804
Si 2.7091 8.1599 14.9712
Si 0.0025 10.8844 14.9819
Si 2.7073 13.6031 14.9707
Si 5.4171 16.3234 14.9526
Si 8.1296 2.7232 14.9377
Si 5.419 5.4409 14.9613
Si 8.1322 8.1548 14.9514
Si 5.417 10.8767 14.9582
Si 8.1323 13.6017 14.9416
Si 10.8527 16.3217 14.9329
Si 13.5823 2.7181 14.9295
Si 10.8506 5.4421 14.931
Si 13.578 8.1623 14.9334
Si 10.8501 10.876 14.9413
Si 13.574 13.597 14.9331
Si 16.3114 16.3161 14.9383
Si 19.0503 2.7194 14.9511
Si 16.315 5.4367 14.9355
Si 19.0524 8.1527 14.9438
Si 16.31 10.8798 14.9365
Si 19.045 13.5953 14.9484
Si 21.7784 16.3192 14.9671
Si 24.5105 2.7163 14.9796
Si 21.7851 5.4382 14.9624
Si 24.5114 8.1604 14.972
Si 21.7834 10.8713 14.9539
Si 24.5108 13.5962 14.9727
Si 27.2321 16.3172 14.9859
Si 29.9404 2.7243 14.9871
Si 27.2286 5.443 14.9832
Si 29.9394 8.1607 14.9847
Si 27.2274 10.8795 14.982
Si 29.937 13.6032 14.9891
Si 1.3563 14.9573 16.3488
Si 4.0662 1.352 16.3362
Si 1.3572 4.0756 16.3512
Si 4.0602 6.7946 16.334
Si 1.351 9.5151 16.3425
Si 4.0559 12.2297 16.3252
Si 6.7724 14.9571 16.3057
Si 9.4895 1.3615 16.2887
Si 6.7751 4.0722 16.3155
Si 9.4924 6.7909 16.3048
Si 6.7689 9.5085 16.3161
Si 9.4869 12.2372 16.298
Si 12.212 14.9587 16.2862
Si 14.9454 1.3605 16.2844
Si 12.2145 4.0794 16.2765
Si 14.9489 6.8023 16.2794
Si 12.2144 9.5153 16.296
Si 14.9395 12.2385 16.2847
Si 17.6794 14.961 16.293
Si 20.4161 1.3685 16.313
Si 17.6873 4.0872 16.2933
Si 20.4213 6.8036 16.3072
Si 17.6867 9.523 16.2805
Si 20.4192 12.2379 16.2965
Si 23.1536 14.9673 16.3199
Si 25.8752 1.3613 16.3423
Si 23.1502 4.0851 16.3258
Si 25.874 6.8083 16.3411
Si 23.1511 9.524 16.3228
Si 25.8698 12.2413 16.341
Si 28.5853 14.9617 16.3598
Si 31.291 1.3643 16.3563
Si 28.5837 4.0847 16.3511
Si 31.2912 6.7949 16.3482
Si 28.5834 9.5199 16.3501
Si 31.286 12.2374 16.3568
Si 2.7127 16.3145 17.7145
Si 5.4242 2.7152 17.6929
Si 2.7098 5.438 17.7146
Si 5.4178 8.1507 17.6949
Si 2.706 10.8716 17.705
Si 5.4138 13.596 17.6702
Si 8.1331 16.3226 17.6532
Si 10.8487 2.728 17.6363
Si 8.1377 5.4274 17.6722
Si 10.8528 8.1543 17.6558
Si 8.1234 10.88 17.6611
Si 10.8529 13.5977 17.6459
Si 13.5716 16.3266 17.6347
Si 16.3199 2.7203 17.6283
Si 13.5759 5.4432 17.6223
Si 16.322 8.1633 17.6241
Si 13.5839 10.8767 17.6441
Si 16.2992 13.6059 17.6317
Si 19.0463 16.3204 17.6488
Si 21.7826 2.7284 17.6739
Si 19.0527 5.447 17.6536
Si 21.7899 8.1584 17.6677
Si 19.0519 10.8775 17.6394
Si 21.7912 13.5936 17.6501
Si 24.5145 16.3201 17.6944
Si 27.229 2.7227 17.7123
Si 24.5156 5.4411 17.6894
Si 27.2314 8.1616 17.7176
Si 24.5114 10.8783 17.6955
Si 27.2253 13.5953 17.7149
Si 29.9379 16.3265 17.7282
Si 0.0002 2.722 17.7286
Si 29.9375 5.4409 17.7227
Si -0.0033 8.1567 17.7164
Si 29.9329 10.8738 17.7284
Si 0 13.5988 17.7204
Si 1.3546 1.3517 19.0874
Si 4.0657 4.0652 19.0694
Si 1.3483 6.7974 19.0834
Si 4.059 9.5051 19.0678
Si 1.3476 12.2236 19.0784
Si 4.0742 14.9388 19.0619
Si 6.7936 1.3533 19.0414
Si 9.5037 4.0692 19.0273
Si 6.7755 6.7728 19.0409
Si 9.4857 9.519 19.0053
Si 6.7564 12.2297 19.0282
Si 9.488 14.9567 19.0001
Si 12.2024 1.3674 18.9828
Si 14.9511 4.0891 18.9575
Si 12.2162 6.782 18.9999
Si 14.9539 9.5052 18.9812
Si 12.2206 12.2401 18.9956
Si 14.938 14.9724 18.9843
Si 17.6747 1.3634 18.9922
Si 20.4166 4.097 19.0186
Si 17.6937 6.8279 18.9879
Si 20.4279 9.5329 19.0023
Si 17.6648 12.237 18.9647
Si 20.4289 14.9592 18.9834
Si 23.1609 1.3839 19.0325
Si 25.8786 4.0968 19.0667
Si 23.1536 6.8029 19.0358
Si 25.8709 9.5262 19.0714
Si 23.149 12.2546 19.0336
Si 25.8652 14.9571 19.0706
Si 28.5771 1.3679 19.0921
Si 31.2805 4.0805 19.1007
Si 28.5897 6.8056 19.093
Si 31.278 9.5008 19.0993
Si 28.5729 12.2337 19.0922
Si 31.2934 14.964 19.0948
Si 0.0107 16.315 20.4752
Si 2.7039 2.7176 20.4488
Si -0.0134 5.4535 20.4634
Si 2.7128 8.143 20.4495
Si 0.002 10.8544 20.4546
Si 2.7158 13.5754 20.4322
Si 5.4425 16.3075 20.4034
Si 8.1697 2.6978 20.4053
Si 5.44 5.4058 20.4306
Si 8.1354 8.1523 20.3677
Si 5.4079 10.8799 20.4195
Si 8.1201 13.6005 20.3562
Si 10.8397 16.3304 20.3451
Si 13.5839 2.7354 20.301
Si 10.8651 5.4284 20.383
Si 13.5909 8.1428 20.3332
Si 10.8559 10.8783 20.348
Si 13.5734 13.6213 20.3403
Si 16.2907 16.3371 20.342
Si 19.0447 2.7213 20.3414
Si 16.3006 5.4685 20.2979
Si 19.0674 8.1798 20.3528
Si 16.3167 10.8699 20.3226
Si 19.0352 13.6 20.2933
Si 21.8034 16.3086 20.3414
Si 24.5095 2.749 20.4176
Si 21.7847 5.4529 20.3874
Si 24.5137 8.1502 20.411
Si 21.7848 10.8917 20.3693
Si 24.5076 13.5895 20.4266
Si 27.2117 16.3214 20.4417
Si 29.9221 2.7269 20.4771
Si 27.2335 5.4481 20.4521
Si 29.9267 8.1529 20.496
Si 27.2159 10.8761 20.4673
Si 29.93 13.6012 20.4492
O 3.7083 8.0181 30.394
O 28.809 4.5332 28.632
O 4.2106 2.0593 31.3549
O 1.572 5.6176 34.2365
O 1.1897 8.8678 31.1539
O 8.0646 4.3009 34.8888
O 8.1735 5.4606 27.4724
O 1.8039 9.8858 28.684
O 6.5038 7.354 38.3488
O 7.3741 14.6162 28.692
O 8.6922 13.3174 33.2485
O 13.7047 16.3313 27.3039
O 0.0679 2.5826 30.8786
O 26.2388 6.5665 28.7884
O 22.3655 3.9698 33.0395
O 4.7122 6.4036 28.6793
O 16.6208 12.3708 34.0278
O 11.7796 3.723 36.3091
O 5.3954 13.4704 27.5983
O 21.4686 6.7434 37.0888
O 2.4235 6.7879 38.3647
O 12.2879 10.4772 34.4373
O 13.5932 10.9446 27.4296
O 15.0194 12.9537 28.2634
O 17.0267 14.8497 28.1134
O 18.9592 16.4271 27.396
O 19.0361 5.4674 27.1405
O 22.5926 9.7172 28.8673
O 24.5179 0.5808 35.8373
O 24.5082 13.4457 31.5006
O 26.2893 7.4902 36.5672
O 24.4707 11.0904 27.7205
O 13.4312 7.6375 35.3601
O 27.1001 2.7148 27.7589
O 22.748 1.0968 29.2872
O 29.9929 16.2648 27.672
O 28.3876 10.1691 31.0524
O 1.1939 13.0382 37.9759
O 14.3752 10.8308 39.2728
O 28.1609 2.9008 36.0206
O 28.9416 14.2959 36.6514
O -1.5228 15.0015 35.2936
O 4.4854 3.9049 33.1903
O 4.9496 15.0162 38.0739
O 23.582 1.8909 37.8343
O 19.3137 16.4166 38.9629
O 16.34 3.1167 35.8499
O 2.9038 11.2542 39.014
O 10.4067 9.8761 36.1718
O 8.7545 6.756 34.1809
O 24.3134 5.396 27.5623
O 3.7873 11.5573 28.354
O 27.1295 14.0489 39.0169
O 1.1239 3.3934 28.5721
O 13.9305 16.4921 39.0079
O 21.5191 12.9906 36.0436
O 21.7915 10.8243 31.2379
O 1.8222 4.3296 37.92
O 6.3278 7.4161 30.4336
O 15.8396 0.938 28.4405
O 0.0891 7.4797 33.0938
O 24.7596 4.6066 33.5072
O 30.6923 6.4049 28.4788
O -1.1049 12.8505 28.7015
O 8.6276 10.9318 39.062
O 28.4363 7.6013 38.1238
O 16.9443 8.6921 30.4711
O 1.0502 1.8812 38.1997
O 29.2467 2.3606 38.1765
O 7.7186 11.9794 35.2528
O 28.5086 12.6688 31.8936
O 11.0812 8.3064 30.5329
O 19.373 5.636 39.2335
O 29.939 10.9387 27.7992
O 8.4778 5.701 39.0864
O 8.5942 3.702 29.9595
O 4.3132 4.8926 38.351
O 12.7458 3.8775 28.8119
O 16.1193 3.9394 38.3219
O 17.0102 13.6897 36.2652
O 6.5271 8.8625 28.2763
O 2.376 7.9511 35.0789
O 19.7704 12.0352 28.5639
O 20.9455 6.6574 28.3764
O 3.3128 8.8743 32.8031
O 27.6076 12.2151 35.8383
O 28.3116 9.029 28.6794
O -1.4425 15.0782 37.8506
O 12.6274 12.0892 37.9671
O 21.0577 9.1081 38.3455
O 9.434 15.6778 38.0295
O 26.9403 4.2791 38.1252
O 16.4892 9.3613 38.787
O 13.6672 9.8093 36.959
O 30.2205 0.3921 39.4481
O 21.2343 1.7057 33.3974
O 5.8566 2.9503 39.0462
O 7.3077 12.7595 37.8287
O 28.7371 13.9016 34.1081
O 10.3027 7.2482 36.3576
O 2.0548 2.9933 32.5646
O 8.5934 8.5847 29.9812
O 25.6943 6.9377 34.0478
O 3.7694 1.5307 33.9377
O 10.3206 3.0864 34.3084
O 24.8914 5.7661 39.0792
O 20.8856 14.4447 38.1615
O 10.0706 1.6927 36.9497
O 26.1924 8.6743 38.9021
O 13.6594 6.0461 33.1636
O 14.5525 6.3973 28.2775
O 12.2767 2.1212 38.2764
O 19.4395 0.3316 34.6001
O 8.9113 4.2022 32.4313
O 4.089 6.4096 33.833
O -1.346 3.9369 29.0745
O 26.586 14.5517 30.3479
O 17.5285 3.9369 28.4772
O -1.934 2.5303 35.729
O 21.436 2.5732 30.9046
O 21.1839 7.2154 34.5402
O 2.9129 12.3933 33.1599
O 21.8591 8.2626 30.9725
O 17.7165 6.2893 29.7142
O 20.9219 3.855 38.0433
O 19.8273 3.8083 32.582
O 4.2247 9.4413 37.8844
O 17.4013 1.6997 38.0225
O 7.2198 12.4358 30.3459
O -1.1767 9.5871 37.7306
O 10.8403 2.6541 27.6282
O 8.1585 10.7951 27.5682
O -0.7278 3.8614 38.2025
O 0.0066 8.1252 27.8071
O 13.7236 12.9618 30.5313
O 20.546 14.3822 34.0013
O 0.464 8.3295 39.1052
O 23.9722 14.8018 34.5203
O 20.0242 9.4704 35.2478
O 17.8801 14.6378 34.0702
O 15.118 12.0932 37.1022
O 23.3849 7.8574 38.4107
O 5.6346 11.2224 36.6367
O -0.9141 10.0737 35.016
O 19.0974 12.523 35.0529
O 24.6855 10.9432 39.143
O 4.4359 1.561 28.7783
O -1.3076 7.7579 30.9866
O 19.8096 4.6419 29.6969
O 28.3379 14.4367 28.4837
O 8.185 8.6241 36.8485
O 2.685 5.2969 27.6602
O 3.3093 13.6246 36.6147
O 4.0302 13.7252 31.1347
O 0.2966 12.4522 32.9901
O 20.5562 2.0559 28.3128
O 7.6918 1.304 38.1138
O 10.2522 8.8533 38.5303
O 11.1124 13.8624 38.9747
O 12.9933 7.4902 37.9599
O 4.2297 15.4615 33.0287
O 18.6909 1.7315 31.5234
O 10.7311 8.3814 34.0381
O 22.1429 4.257 28.4218
O 0.2978 15.0322 33.3859
O 13.6578 8.4094 29.7417
O 30.0587 5.421 30.8307
O 6.9247 6.3421 35.9697
O 18.0666 10.0982 28.0815
O 30.1816 5.721 38.9629
O 20.4092 4.8674 35.6164
O 6.4489 9.9941 30.5925
O 23.7794 11.247 32.8224
O 25.6432 2.8616 36.4713
O 8.6085 1.5252 28.4834
O 16.3099 8.2058 27.4609
O 25.9452 13.348 28.0673
O 5.1059 16.0449 30.5711
O 11.7061 9.3259 28.255
O 6.6315 1.8375 30.2587
O 17.5024 10.1685 35.0119
O 3.0256 0.2696 38.938
O 5.8474 13.7683 35.9212
O 0.2019 4.8785 32.1437
O 0.6756 14.8087 28.4479
O 27.3274 9.8695 37.0094
O 6.6837 3.4213 28.2376
O 2.6888 16.2923 27.6831
O 13.6477 8.7057 32.9966
O 14.1587 5.5336 39.1212
O 19.2156 15.5529 32.1176
O 25.8861 15.2656 32.803
O 20.2787 0.2865 30.088
O 21.682 13.6198 27.6498
O 22.8443 12.6356 38.2784
O 5.2041 11.677 32.0659
O 9.4059 6.1759 30.7935
O 17.2214 6.8518 38.5166
O 17.5074 16.1956 30.2411
O 1.54 10.2827 33.9456
O 23.6698 15.196 28.3299
O 20.0764 9.6749 29.6653
O 15.0659 15.1026 29.7835
O 30.2177 11.747 33.645
O 8.3003 0.2455 35.7488
O 21.3119 11.9475 33.6203
O 14.9525 10.3619 34.5594
O 17.4644 6.7384 32.2567
O 9.3036 12.8229 28.6974
O 0.1797 13.966 30.8498
O 13.811 11.3499 32.5147
O 5.7496 8.599 36.0464
O -1.8737 13.9349 32.4011
O 11.1101 5.645 34.4976
O -0.4275 2.7581 33.5026
O 16.672 10.2054 32.54
O 22.4369 8.9372 36.1162
O 15.2768 10.7989 30.3974
O 22.0509 9.4769 33.5331
O 6.4771 5.6967 33.3532
O 24.4292 16.0013 30.712
O 10.2271 3.8732 38.3303
O 2.9283 11.2618 30.7816
O 3.3051 5.6916 36.1738
O 12.7684 6.0507 30.1788
O 18.1294 8.6334 36.9312
O 10.0477 7.0413 28.4291
O 20.4652 2.2839 35.9619
O 29.6265 10.5371 36.2528
O 15.4748 7.8757 36.909
O 15.2543 3.9399 33.4992
O 1.4069 12.4289 29.0453
O 8.0761 1.9942 33.6744
O 22.9385 5.4121 35.2389
O 27.5595 12.1603 29.5953
O 26.8289 5.0976 35.6151
O 17.583 2.9012 33.549
O 28.149 7.2337 34.7828
O 1.3856 12.3866 35.3886
O 17.1959 5.3081 34.5369
O 13.598 3.9736 31.4227
O 12.55 10.6016 30.402
O 15.3139 6.6473 30.7774
O 9.796 10.9712 33.9132
O 6.1746 0.4099 34.2131
O 12.7591 3.7117 33.891
O 29.4697 0.4401 36.4692
O 17.9514 11.1231 30.4076
O 28.6275 11.9227 38.2162
O 30.0579 6.7528 33.1368
O 23.1702 14.8705 36.9845
O 21.9746 16.5029 35.3678
O 4.2157 15.8715 35.6552
O 19.3484 11.0154 39.1531
O 25.296 0.9536 28.5747
O 17.2851 12.5776 38.5502
O 0.5305 3.1652 35.9613
O 4.7271 5.6879 31.3211
O 8.4346 15.851 33.1655
O -0.8771 9.93 32.3874
O 25.8577 6.1246 31.4938
O 24.0736 7.332 30.0107
O 26.5785 14.6371 35.3553
O 25.0943 16.2658 38.9542
O 11.0346 4.1396 30.8293
O 22.0352 5.7043 30.5987
O 1.0381 14.8743 35.9833
O 7.5724 11.0712 32.6843
O 25.5708 12.8544 33.8046
O 18.514 3.8078 37.0445
O 23.5418 6.7633 32.4934
O 6.4666 14.4102 32.1558
O 15.5189 14.5206 38.2135
O 30.4349 7.9768 35.7385
O 18.2729 7.6789 34.5141
O 23.4168 2.8812 35.2303
O 12.745 14.3508 28.5536
O 26.1742 11.3869 31.7203
O 3.8083 10.0918 35.2168
O 17.65 4.0669 31.1055
O 8.78 14.4299 30.8771
O 0.0086 0.7638 35.0828
O 2.1503 6.6043 31.8633
O -0.733 1.4924 28.5872
O 29.5897 9.2286 33.6617
O 15.6994 7.4278 34.0522
O 26.3993 8.5324 30.4434
O 28.7348 7.5998 30.935

Results
total energy: -218733.953 eV
total energy less fixed offsets of O -438.35, Si -107.03 eV per atom: -15.233 eV

Forces (eV/angstrom), in the order of the atoms: element, x, y, z
Si 0.4247 -0.3988 0.6066
Si -0.0854 0.1503 0.711
Si 0.146 -0.0383 0.7199
Si 0.0593 -0.236 0.735
Si -0.3164 0.3702 0.7607
Si -0.181 0.1772 0.694
Si 0.0831 -0.1895 0.7206
Si 0.1803 -0.1843 0.7432
Si -0.2258 -0.0314 0.7766
Si -0.0789 0.1248 0.6623
Si 0.3743 -0.1355 0.7446
Si -0.3185 0.1398 0.6814
Si -0.185 0.2094 0.758
Si -0.1215 0.0523 0.7122
Si 0.128 -0.0321 0.7309
Si -0.3194 0.1717 0.6361
Si 0.1347 -0.0274 0.6381
Si 0.2551 -0.1786 0.7396
Si 0.1504 -0.1298 0.7143
Si -0.1174 0.2502 0.7113
Si 0.0513 -0.2158 0.6917
Si -0.0388 0.302 0.6891
Si 0.0203 -0.2477 0.6221
Si 0.0343 0.1643 0.6491
Si 0.2405 -0.034 0.6825
Si -0.2277 0.1221 0.6658
Si 0.2095 -0.2137 0.6539
Si -0.3002 -0.0651 0.6422
Si 0.1203 -0.096 0.6419
Si -0.068 0.1949 0.7129
Si -0.0169 -0.0108 0.4008
Si -0.5284 0.1797 0.5638
Si 0.0473 -0.2822 0.6195
Si -0.1515 0.1521 0.6954
Si 0.1486 0.1399 0.6108
Si 0.1308 -0.0045 0.6896
Si -0.0163 0.0086 -0.0294
Si -0.0006 0.0162 -0.0338
Si -0.003 -0.002 -0.0229
Si 0.0024 0.0044 -0.0417
Si 0.0104 -0.0365 -0.0538
Si 0.0123 0.0181 -0.0549
Si 0.0008 0.0158 -0.0566
Si -0.0114 0.0255 -0.0402
Si -0.0104 -0.0073 -0.0592
Si 0.001 -0.034 0.0032
Si -0.0125 0.0064 -0.0508
Si 0.0196 -0.0161 -0.0571
Si 0.0187 -0.0213 -0.0472
Si -0.0008 0.024 -0.0327
Si 0.0421 0.0104 -0.0129
Si -0.017 -0.0158 -0.025
Si 0.0377 -0.0044 -0.0319
Si 0.0249 -0.0423 -0.0469
Si -0.0115 -0.0302 -0.0258
Si -0.0212 -0.0324 -0.0451
Si -0.0336 0.005 -0.038
Si -0.0144 -0.0125 -0.0267
Si 0.0563 0.0461 0.0046
Si -0.006 -0.0116 -0.0309
Si -0.0049 0.0271 -0.0627
Si 0.006 0.0278 -0.0716
Si 0.0273 -0.0014 -0.0336
Si -0.0046 -0.0162 -0.0194
Si -0.01 -0.0097 -0.0527
Si 0.0005 -0.0232 -0.0246
Si 0.0207 -0.0006 -0.0332
Si 0.0101 0.0447 -0.0505
Si 0.0314 0.0027 -0.0509
Si 0.0276 0.0186 -0.0562
Si 0.0292 -0.0066 -0.0382
Si -0.0181 -0.0585 -0.0901
Si 0.0003 -0.0389 -0.0062
Si 0.0059 -0.0121 0.0198
Si -0.0096 0.0246 0.0175
Si -0.0324 -0.0044 0.0127
Si 0.0014 0.0357 -0.0068
Si 0.0045 0.016 0.0075
Si 0.0159 -0.0065 0.0274
Si 0.0013 -0.0127 0.0441
Si -0.0143 -0.0232 0.0075
Si -0.0189 0.0356 0.0055
Si 0.0105 -0.0187 0.0023
Si 0.0141 0.0102 0.0003
Si 0.0122 -0.0018 0.0084
Si -0.0098 0.0129 0.011
Si -0.0093 -0.0282 0.0239
Si -0.0063 -0.0173 -0.0043
Si -0.0175 0.0054 0.0239
Si -0.005 0.0068 0.016
Si 0.0117 0.0042 0.0099
Si 0.0201 -0.0403 0.0352
Si 0.0144 0.0438 0.03
Si 0.0012 -0.0273 0.0303
Si -0.0271 0.0531 0.0224
Si -0.0198 -0.0083 0.03
Si 0.0155 -0.0095 0.0245
Si 0.0037 -0.0038 0.0234
Si 0.0136 0.014 -0.0004
Si -0.0228 0.0304 0.0297
Si 0.0223 -0.0055 0.0373
Si -0.0226 0.0097 0.0163
Si 0.0134 0.0156 0.0107
Si -0.0183 -0.0029 0.0182
Si 0.0017 -0.0274 0.0397
Si -0.0316 -0.0302 -0.0011
Si -0.0119 0.0148 0.0175
Si -0.0323 -0.006 0.0194
Si -0.0042 -0.0095 0.0034
Si 0.0086 -0.0018 0.0035
Si 0.013 0.0068 -0.0063
Si 0.0044 0.0009 -0.0045
Si 0.0107 -0.0072 0.0032
Si 0.0062 -0.0239 0.002
Si 0.0077 0.0062 -0.0081
Si -0.014 0.0114 -0.0081
Si -0.0028 0.0073 0.0079
Si 0.0188 0.014 0.0147
Si 0.0148 0.0038 -0.0127
Si -0.0218 -0.0118 0.009
Si -0.0123 -0.0012 -0.0146
Si 0.0161 0.0152 -0.0115
Si 0.0129 0.0137 0.0023
Si 0.02 -0.0115 0.0123
Si -0.0002 0.0023 -0.0041
Si 0.0116 -0.0167 -0.0109
Si -0.0065 -0.0145 -0.0118
Si -0.0033 -0.0117 0.0151
Si -0.0027 -0.0137 -0.0167
Si -0.0146 -0.0177 0.0191
Si -0.0055 -0.0228 0.0022
Si -0.0061 -0.0112 0.0234
Si 0.0106 0.0156 -0.0395
Si -0.0186 0.0073 -0.0284
Si -0.0304 0.0304 -0.0137
Si -0.041 0.0068 0.0079
Si -0.0155 0.0052 -0.0238
Si -0.0051 -0.0034 -0.0069
Si -0.0091 -0.0037 -0.0133
Si 0.0192 0.0118 0.006
Si -0.0198 0.0018 -0.0343
Si 0.0188 0.0178 0.0061
Si 0.0217 0.0019 0.0058
Si 0.0197 -0.0083 -0.0196
Si 0.0115 -0.0155 -0.0051
Si -0.0015 -0.0057 -0.0056
Si 0.0005 0.0042 -0.0084
Si -0.0098 -0.0056 -0.0077
Si 0.0031 -0.0044 0.0063
Si -0.0118 -0.0168 -0.0071
Si -0.0071 0.0079 0.0029
Si 0.0057 -0.0188 0.0069
Si 0.0028 -0.0131 0.0038
Si -0.017 0.008 0.0014
Si 0.0035 -0.0014 -0.0057
Si 0.0019 -0.0124 -0.0069
Si 0.0077 -0.0023 -0.0203
Si 0.0115 -0.006 -0.0027
Si 0.0095 -0.0025 -0.0085
Si -0.0104 -0.0075 0.0039
Si -0.0137 -0.0081 -0.018
Si -0.0007 -0.0045 -0.0025
Si 0.0131 0.0015 -0.0118
Si 0.0003 0.0124 -0.0191
Si 0.0017 -0.0037 -0.0239
Si 0.0058 0.0096 0.0007
Si 0.0113 0.0047 -0.0065
Si -0.0116 0.0105 -0.0037
Si 0.0073 0.0139 0.0023
Si 0.0163 -0.0016 -0.0053
Si 0.0041 0.0181 0.0017
Si -0.0068 0.0107 -0.0049
Si -0.0016 0.011 0.0034
Si -0.0125 0.0033 -0.008
Si -0.0011 0.0093 0.0009
Si 0.0056 -0.0089 0.0015
Si -0.0041 0.0145 0.0049
Si 0.0013 -0.0026 0.0013
Si -0.0126 0.0016 -0.0076
Si -0.0102 -0.0021 -0.0022
Si 0.0118 -0.0074 0.0284
Si 0 -0.0081 -0.0248
Si -0.0073 0.0121 0.0114
Si 0.0045 -0.0028 -0.0005
Si 0.0118 0.0016 -0.0161
Si -0.0146 -0.0048 0.0043
Si 0.0023 -0.0043 -0.0081
Si 0.0145 0.002 0.0186
Si 0.0069 -0.0082 0.0074
Si 0.0236 0.0195 0.0098
Si 0.003 0.0067 0.0026
Si -0.0151 -0.013 -0.0247
Si -0.0277 0.0096 0.0233
Si 0.0053 0.011 -0.0097
Si -0.0072 0.0076 -0.0108
Si 0.0129 0.0185 0.0188
Si 0.0089 -0.0076 -0.0008
Si -0.0009 0.0006 -0.0251
Si -0.0041 -0.024 0.0215
Si -0.0127 -0.0205 -0.0132
Si -0.0056 0.0087 -0.0176
Si 0.0083 -0.0115 -0.0077
Si 0.0191 0.014 -0.005
Si -0.0031 0.0083 0.003
Si -0.0146 -0.0117 -0.0092
Si -0.0098 -0.014 0.0204
Si -0.018 -0.0073 0.0166
Si -0.0082 0.0141 0.0106
Si 0.0047 -0.0054 0.0144
Si 0.0028 -0.0189 -0.0048
Si -0.0082 0.0136 0.0173
Si 0.0046 0.0089 -0.0031
Si -0.0039 -0.0029 -0.0072
Si 0.0105 0.0051 0.0233
Si 0.0137 0.0063 0.012
Si 0.0001 -0.0099 -0.0002
Si 0.0107 0.0181 -0.0102
Si -0.0107 0.0058 -0.0209
Si -0.0019 0.025 -0.0317
Si -0.0326 -0.0168 -0.0131
Si -0.0165 -0.006 -0.0064
Si 0.0341 0.0045 -0.0136
Si -0.0533 -0.0057 0.0077
Si 0.0278 0.0284 -0.0062
Si 0.0123 -0.003 -0.0222
Si 0.0083 0.0358 -0.0311
Si -0.0166 0.016 -0.0327
Si 0.0295 0.0319 0.0109
Si -0.0018 0.0055 -0.0153
Si -0.004 -0.0149 -0.0065
Si -0.0309 -0.0044 -0.0159
Si 0.0168 -0.0149 -0.0316
Si -0.004 -0.0359 -0.031
Si -0.001 -0.0165 -0.0149
Si 0.0352 0.001 -0.0441
Si -0.0352 -0.0091 -0.0124
Si -0.0009 0.0142 -0.0358
Si -0.0018 0.0005 -0.0258
Si -0.0077 0.0037 -0.0064
Si -0.0043 0 -0.0375
Si 0.0112 0.0139 -0.0146
Si 0.0101 -0.0154 -0.0221
Si 0.044 0.0354 -0.0256
Si -0.027 -0.0146 -0.0023
Si -0.0256 -0.0265 -0.0304
Si 0.0235 0.0253 -0.0101
Si -0.0087 0.003 -0.0267
Si 0.0067 -0.0193 -0.0007
Si 0.0131 -0.0008 0.0074
Si 0.0197 -0.0076 -0.0315
Si -0.009 0.0074 -0.0156
Si -0.0146 0.018 -0.0139
Si -0.0095 -0.0089 0.0355
Si -0.0011 -0.0058 0.0395
Si 0.0286 0.0029 0.0345
Si -0.011 -0.0277 0.0411
Si -0.0208 0.0072 0.0458
Si -0.0038 0.0061 0.0373
Si -0.0106 0.0101 0.0547
Si 0.0369 -0.0104 0.0312
Si -0.0031 0.0035 0.0472
Si -0.0061 -0.0009 0.0359
Si -0.0018 0.0055 0.0601
Si -0.0062 -0.0186 0.0713
Si 0.0075 -0.0058 0.0692
Si 0.0222 0.0057 0.0565
Si 0.0255 -0.0363 0.0709
Si 0.0047 0.0093 0.0739
Si -0.0278 0.011 0.0407
Si -0.0071 0.0186 0.0325
Si 0.0049 0.0199 0.045
Si 0.0094 0.0033 0.0522
Si -0.0113 0.0002 0.0784
Si -0.0014 0.0045 0.0495
Si 0.009 0.0097 0.0459
Si -0.0023 -0.0123 0.063
Si -0.0035 -0.0164 0.0465
Si 0.0254 -0.0034 0.0438
Si 0.0078 -0.0284 0.0123
Si -0.0149 -0.0081 0.0404
Si 0.0083 0.0099 0.0934
Si -0.0254 0.007 0.0264
Si -0.0071 -0.0089 0.0285
Si -0.0112 -0.0045 0.0337
Si 0.0118 -0.0124 0.0539
Si 0.0087 0.0119 0.062
Si -0.0047 -0.0094 0.0184
Si 0.0136 -0.0123 0.025
Si -0.0112 -0.2251 -0.7064
Si 0.2026 0.1708 -0.7233
Si -0.2488 -0.1175 -0.7072
Si 0.0615 0.3811 -0.7336
Si 0.1187 0.1603 -0.7278
Si -0.1918 -0.0644 -0.7451
Si 0.1721 0.3659 -0.7278
Si -0.061 -0.3127 -0.6861
Si -0.1352 -0.0632 -0.6986
Si 0.1331 0.1319 -0.7025
Si -0.1133 -0.0531 -0.6982
Si 0.354 0.1904 -0.6912
Si -0.4901 -0.2083 -0.6074
Si 0.2027 0.4443 -0.5977
Si 0.1796 0.3369 -0.7205
Si -0.1281 -0.0984 -0.7204
Si -0.0897 -0.128 -0.7022
Si 0.216 0.0815 -0.6914
Si -0.0075 -0.21 -0.6449
Si 0.1745 0.0659 -0.6026
Si -0.3345 -0.3031 -0.6736
Si 0.2351 0.4095 -0.5782
Si 0.0728 0.0208 -0.737
Si -0.1279 -0.2317 -0.7797
Si -0.0063 0.1952 -0.7228
Si -0.1561 -0.1404 -0.7639
Si -0.0951 -0.3191 -0.6612
Si 0.1714 0.3889 -0.6889
Si -0.1671 -0.3207 -0.7139
Si 0.1715 -0.111 -0.6005
Si -0.2055 -0.0577 -0.7721
Si 0.0627 0.2764 -0.7099
Si 0.2107 0.0619 -0.7651
Si -0.031 -0.1216 -0.7148
Si -0.1879 -0.0637 -0.6777
Si 0.2297 0.0831 -0.696
Si -0.1617 -0.0476 -0.0512
Si -0.0783 0.0121 0.123
Si -0.0515 -0.0114 -0.0191
Si -0.0163 -0.0398 -0.1126
Si 0.0354 -0.0366 -0.0339
Si 0.0495 -0.0764 -0.1394
Si -0.1175 -0.0572 -0.0358
Si 0.0762 -0.0379 0.2348
Si -0.0754 -0.0054 -0.0231
Si 0.0873 -0.0003 -0.1437
Si -0.1324 -0.0477 -0.0287
Si -0.1188 -0.1557 -0.0256
Si -0.0274 0.0572 -0.0602
Si -0.1115 0.0002 -0.1112
Si -0.029 0.0422 -0.1113
Si 0.0881 0.0565 0.0015
Si 0.1029 -0.1252 -0.1374
Si 0.0839 0.1638 -0.0446
Si -0.123 0.033 -0.0269
Si 0.1327 -0.156 0.0142
Si 0.0238 -0.0814 -0.0692
Si -0.0351 0.0101 0.026
Si -0.0978 -0.006 0.0036
Si -0.0326 0.0535 0.0737
Si -0.022 -0.0397 0.0032
Si -0.099 0.0166 0.0752
Si -0.066 -0.14 -0.0149
Si -0.1053 0.2014 0.1131
Si 0.056 0.0198 0.0209
Si 0.0394 -0.0924 -0.0147
Si 0.0093 0.0064 0.1321
Si 0.0645 0.0163 0.0071
Si -0.0145 -0.0243 -0.1
Si -0.0391 0.0563 -0.1027
Si 0.0307 0.027 -0.1114
Si 0.0613 -0.1099 0.0983
Si -0.0327 -0.0572 0.0779
Si 0.0075 -0.0685 -0.0318
Si -0.056 -0.0003 0.1097
Si 0.0818 -0.0351 -0.0517
Si -0.0101 -0.0784 -0.08
Si -0.0953 -0.0652 0.0496
Si -0.0125 -0.0172 0.1459
Si 0.0561 -0.0062 -0.0076
Si -0.0345 0.0767 0.146
Si -0.0409 0.0003 -0.0337
Si -0.0848 0.005 0.036
Si 0.1505 0.0113 -0.0132
Si 0.029 -0.0603 0.1182
Si -0.0354 -0.1186 -0.1084
Si 0.1716 0.191 -0.1244
Si 0.002 -0.1006 -0.0665
Si 0.0874 -0.041 0.145
Si 0.0476 0.0684 -0.2072
Si -0.1428 -0.0705 0.189
Si 0.1303 -0.0347 -0.0033
Si 0.0477 0.1323 0.0304
Si 0.1831 0.0673 -0.1383
Si 0.0268 0.1634 -0.0537
Si 0.0081 -0.1341 0.0229
Si 0.0656 -0.1486 0.2521
Si -0.0726 -0.0637 -0.0186
Si -0.1393 0.0881 0.1419
Si -0.0903 0.0572 -0.0786
Si -0.0831 0.0021 -0.2126
Si 0.118 0.1258 -0.0539
Si 0.0981 0.0258 0.0199
Si -0.0934 -0.0438 0.0171
Si 0.0323 0.1053 0.1196
Si -0.0733 0.0938 0.1174
Si 0.0288 -0.0053 0.1008
Si 0.0744 0.0808 0.1975
Si -0.1036 0.1088 -0.0364
Si 0.1331 -0.0316 0.0343
Si -0.012 -0.0422 0.0683
Si -0.096 0.0107 -0.1489
Si -0.0188 -0.0827 0.0392
Si 0.0275 -0.0913 0.1255
Si -0.0747 -0.0368 0.0844
Si 0.0273 -0.0114 -0.0994
Si 0.1117 0.1156 0.1285
Si 0.0941 -0.007 0.1448
Si -0.0604 -0.0624 -0.0419
Si -0.0715 0.041 0.1224
Si -0.0612 0.0789 0.0207
Si 0.0942 -0.0037 -0.0742
Si -0.0009 -0.0912 -0.0281
Si -0.0465 0.0685 0.1567
Si -0.0262 -0.0875 0.0937
Si 0.0339 -0.0802 0.0655
Si 0.0792 -0.0394 -0.095
Si -0.0622 0.066 0.0255
Si 0.0303 0.0197 0.0713
Si 0.0852 -0.0899 0.0628
Si 0.0401 0.0032 -0.0525
Si -0.0197 0.0116 -0.0917
Si 0.0413 0.0218 0.0928
Si -0.0241 0.138 -0.1968
Si -0.0396 -0.0908 -0.0619
Si -0.0139 0.0317 0.0242
Si -0.0084 -0.0403 -0.1857
Si -0.0001 0.0141 -0.0455
Si -0.0833 -0.0009 0.0573
Si -0.037 0.108 -0.088
Si -0.065 0.0366 -0.0525
Si 0.2143 -0.0493 0.0462
Si -0.0327 -0.1205 0.1339
Si 0.0396 -0.0853 0.1191
Si 0.0106 0.012 0.0063
Si 0.0087 -0.0096 0.0061
Si -0.0072 -0.0072 0.0024
Si -0.0036 0.0047 -0.001
Si -0.0087 -0.0033 0.0062
Si -0.0041 -0.0093 0.0009
Si 0.001 0 0.0094
Si 0.0091 -0.0074 0.004
Si -0.0068 -0.0035 0.0017
Si 0.0144 -0.0147 -0.0098
Si -0.0276 -0.0043 0.0024
Si -0.0033 -0.0112 0.0015
Si -0.0016 0.0012 0.0021
Si 0.0094 -0.0008 -0.0003
Si 0.0053 0.0046 0.0058
Si 0.0038 0.0046 -0.0084
Si -0.0014 0.0223 -0.0111
Si 0.0041 0.0187 -0.0077
Si -0.0077 0.004 0.0067
Si 0.0035 -0.0116 -0.0099
Si -0.0041 0.0133 -0.0013
Si 0.0227 -0.0102 -0.0101
Si -0.0027 0.0134 -0.0049
Si 0.0023 0.0044 -0.0044
Si -0.015 -0.0003 0.0133
Si 0.0001 -0.0107 -0.0089
Si 0.0112 -0.007 -0.0053
Si 0.0169 -0.0153 -0.01
Si -0.0156 -0.0111 0.0163
Si -0.0221 -0.0133 0.0045
Si -0.023 0.0085 -0.0024
Si -0.0083 -0.0071 0.0188
Si 0.0068 0.0116 0.0089
Si 0.0051 0.0118 0.0087
Si 0.0048 -0.0002 0.0018
Si -0.0021 -0.0055 -0.0004
Si 0.0091 -0.0092 0.0044
Si -0.0076 0.0127 -0.0008
Si 0.0116 0.0079 -0.0074
Si -0.0001 0.0108 0.0057
Si 0.0117 -0.0111 0.0014
Si -0.0024 0.0101 -0.0074
Si -0.0007 -0.0053 -0.0039
Si 0.0112 0.0005 0.0006
Si 0.0006 0.0018 -0.0055
Si 0.0033 -0.0054 -0.0059
Si 0.0025 0.0097 -0.0041
Si -0.0064 0.0023 0.0017
Si -0.0015 0.0039 -0.0017
Si 0.003 0.0025 -0.0029
Si 0.0056 -0.0071 0.002
Si 0.0019 -0.0002 0.0027
Si -0.0041 -0.0064 -0.0009
Si 0.0076 -0.0025 -0.0004
Si 0.0078 -0.0054 -0.0041
Si -0.0059 -0.0025 -0.0089
Si 0.0099 0.0016 -0.0002
Si -0.0085 0.016 0.0018
Si -0.0068 -0.0162 0.0058
Si -0.0006 -0.003 -0.0063
Si -0.004 0.0017 -0.005
Si 0.0009 0.0051 -0.0108
Si -0.0097 0.0029 -0.0088
Si 0.0105 -0.0014 0.0001
Si -0.0032 0.0075 -0.0001
Si 0.0016 -0.0051 -0.0078
Si 0.0056 0.0065 -0.0075
Si -0.0041 -0.0077 0.004
Si -0.0087 0.0055 -0.0018
Si 0.0036 -0.0037 0.008
Si -0.0041 0.0032 -0.005
Si 0.0051 0.0007 -0.0079
Si -0.007 -0.0007 -0.0045
Si 0.0018 -0.0056 -0.003
Si -0.0084 0.0042 0.0033
Si -0.0148 -0.0154 0.0001
Si 0.0086 0.0043 -0.0085
Si 0.0112 0.011 0
Si 0.0125 0.0039 0.0011
Si -0.0032 0.0009 -0.0026
Si 0.0025 0.0056 -0.0098
Si 0.0024 0.0024 -0.0066
Si -0.0092 -0.0141 -0.0092
Si -0.0056 -0.0043 -0.0018
Si -0.0009 -0.0012 -0.0042
Si 0.012 0.0096 -0.0032
Si -0.0008 -0.0014 -0.0012
Si -0.0053 -0.0119 -0.0093
Si 0.001 0.0015 -0.0039
Si 0.0084 -0.0025 -0.0051
Si 0.0097 0.0111 -0.0006
Si -0.0034 0.0045 -0.0033
Si 0.0057 0.0063 -0.0062
Si -0.0112 -0.016 0.0068
Si 0.0063 0.0024 0.0016
Si -0.0161 -0.0114 0.0027
Si -0.0001 0.003 -0.0036
Si -0.001 0.0011 0.0044
Si 0.0025 0.0089 -0.009
Si 0.0106 0.0234 -0.0042
Si -0.0128 -0.0154 -0.0043
Si 0.0008 0.0001 0.0044
Si -0.0105 -0.0087 0.0053
Si 0.0014 -0.0001 -0.0067
Si -0.0038 0.0002 0.0016
Si 0.0067 -0.0001 -0.0023
Si 0.0053 0.0049 0.0029
Si -0.0083 -0.0039 -0.0001
Si 0.0006 0.0042 -0.0018
Si -0.0032 0.0038 0.0023
Si 0.0008 0.0081 -0.0041
Si 0.0097 -0.0011 0.0029
Si -0.0041 -0.0054 -0.003
Si 0.0023 -0.0028 -0.0008
Si -0.0042 -0.0009 0
Si 0.0031 -0.0063 0.0012
Si 0.0021 -0.0029 0.0007
Si 0.0018 -0.0012 0.0034
Si 0.0042 0.0014 -0.0026
Si 0.0008 0.0089 -0.0023
Si 0.0031 -0.0026 0.0025
Si 0.0004 0.0026 -0.0021
Si 0.0037 0.0074 0.0013
Si 0.0015 0.002 0.0031
Si -0.0024 0.0063 0.0006
Si -0.0097 0.0028 -0.001
Si 0.0101 -0.0091 -0.0062
Si -0.0022 -0.0014 0.0031
Si 0.0031 -0.0083 0.0016
Si -0.0076 0.0144 0.0124
Si 0.0009 0.004 -0.0001
Si 0.005 -0.004 0.0067
Si -0.0039 0.0003 -0.0044
Si -0.0023 0.0016 -0.0015
Si -0.0093 -0.0021 -0.0041
Si 0.0022 -0.0151 -0.0046
Si -0.0042 0.0059 0.0008
Si -0.0034 0.0005 -0.01
Si -0.0004 0.001 0.0005
Si -0.007 0.0069 -0.0041
Si 0.0031 -0.0016 0.0006
Si -0.0032 0.0058 0.0015
Si 0.0093 -0.02 0.0034
Si 0.002 -0.0025 0.0019
Si -0.0014 -0.0016 -0.0031
Si 0.0082 0.0032 -0.0011
Si -0.0059 -0.0075 -0.0028
Si -0.0002 0.0049 -0.0017
Si -0.002 -0.0072 -0.0005
Si -0.0033 -0.0043 -0.0001
Si 0.003 0.0009 -0.0003
Si 0.0049 0.0045 0.0001
Si 0.0018 0.0029 -0.0037
Si -0.0016 -0.0069 -0.0015
Si -0.0023 -0.0006 -0.0009
Si -0.002 -0.0075 -0.0011
Si 0.002 -0.0028 -0.0001
Si 0.0085 0.005 -0.0085
Si -0.0015 -0.0001 -0.0003
Si 0.0046 0.0026 -0.0058
Si -0.004 -0.0051 -0.0043
Si 0.0022 0.0012 -0.0064
Si -0.0022 -0.0007 -0.0005
Si -0.0035 -0.0006 0.0008
Si 0.0139 0.017 -0.0033
Si 0.0018 0.006 -0.0023
Si -0.0055 -0.0133 0.003
Si -0.0126 -0.0085 0.0028
Si -0.0025 0.0045 -0.0013
Si -0.0003 0.0016 0.0078
Si 0.0007 -0.0013 0.0006
Si 0.0072 0.0018 0.0016
Si -0.0025 0.0107 -0.0029
Si -0.0024 -0.003 -0.0008
Si -0.0048 -0.003 0.0031
Si -0.0033 -0.0074 -0.0023
Si -0.0022 0.0056 0.0059
Si -0.0019 -0.0039 0.0006
Si 0.0053 0.0101 0.0056
Si 0.0027 0.0067 0.0016
Si -0.0008 0.0027 -0.0038
Si -0.0011 0.0014 0.0022
Si 0.0048 0.0009 0.0016
Si 0.0054 -0.0048 0.0043
Si 0.0031 -0.0012 0.0006
Si 0.001 0.0033 -0.0006
Si 0 0.0011 -0.0016
Si -0.0019 -0.0006 0.0011
Si 0.001 0.0013 0.0018
Si 0.0041 0.0036 0.0024
Si 0.0054 0.0028 0.0023
Si -0.0013 0.0029 -0.0002
Si -0.0007 -0.0036 -0.0056
Si 0.0013 -0.0019 -0.002
Si 0.0032 0.0024 -0.0001
Si -0.0032 0.0082 0.0066
Si -0.0003 -0.0008 0.001
Si 0.0084 0.0015 -0.0001
Si 0.0014 -0.0045 -0.0005
Si -0.0057 0.0026 -0.0013
Si -0.0053 -0.005 0.0032
Si -0.0045 -0.0049 0.0032
Si 0.0016 0.0027 0.0047
Si -0.0013 -0.0056 -0.0015
Si 0.0015 -0.0044 0.0007
Si -0.0013 -0.003 0.0018
Si -0.0074 0.0028 0.0002
Si -0.0023 -0.0011 0.0017
Si 0.0009 -0.005 0.001
Si 0.0053 0.0007 0.0008
Si -0.0062 0.0059 -0.0016
Si -0.0032 0.0077 0.0011
Si -0.0017 0.0011 -0.001
Si -0.0004 0.0049 0.0018
Si 0.0026 -0.0076 0.0043
Si 0.0004 -0.0023 -0.0004
Si 0.0017 -0.0069 -0.0001
Si 0.0002 -0.0003 0
Si -0.0003 -0.0037 -0.002
Si -0.0007 0.0023 -0.0013
Si -0.0042 0.0015 -0.0015
Si -0.0011 -0.0029 -0.0009
Si 0.0033 0.0017 -0.002
Si -0.0028 0.0019 -0.0004
Si -0.001 -0.0005 -0.0006
Si -0.0004 -0.0069 -0.0012
Si 0.0042 -0.0042 0.0017
Si 0.0008 -0.0019 -0.0006
Si 0.0072 0.0017 0.0001
Si 0.0029 0.0002 -0.0024
Si -0.0019 0.0014 -0.0014
Si 0.0005 -0.0036 0.0042
Si 0.0005 0.0017 -0.0019
Si 0.0016 -0.0009 -0.002
Si 0.0041 0.0042 -0.0008
Si 0.0033 0.0013 -0.0015
Si 0.0054 0.0034 0.003
Si -0.0009 0.0009 -0.0008
Si -0.0039 -0.0032 -0.0001
Si -0.0064 0.0013 0.0025
Si -0.0016 0.005 -0.0012
Si 0.0029 0.0031 0.0026
Si 0.0019 0.002 0.0026
Si 0 0.0006 0.0011
Si -0.005 0.0056 0.0028
Si -0.0057 -0.0022 0.0006
Si 0 -0.0004 0.0013
Si -0.0019 -0.0035 0.002
Si 0.0017 0.0026 0.0031
Si -0.0034 0.0012 0.0056
Si -0.0044 0.0007 0.0003
Si 0.0019 -0.002 -0.001
Si 0.0011 0.0049 0.0032
Si -0.0006 0.0047 0.0022
Si -0.0009 0.0037 -0.0003
Si 0.0034 0.0012 0.0025
Si 0.0042 0.0004 0.0024
Si -0.002 -0.0021 -0.0026
Si 0.0028 0.001 -0.0034
Si -0.0023 -0.0016 -0.0023
Si 0.0045 0.0039 -0.0009
Si 0.0027 0.0017 -0.0021
Si -0.0033 0.0004 -0.0008
Si 0.0042 0.0084 -0.0023
Si 0.0016 0 -0.0015
Si 0.0022 -0.0006 -0.0034
Si 0.0038 -0.0009 -0.0032
Si 0.0026 0.0051 0.0025
Si -0.0015 0.0011 0.0004
Si -0.0012 -0.0036 -0.0011
Si -0.0009 -0.0022 0.0004
Si -0.001 0.0059 -0.0011
Si -0.0018 -0.0057 -0.0028
Si 0.0009 -0.0004 0.0018
Si 0.0053 0.0088 -0.0029
Si -0.0002 -0.0058 -0.0022
Si 0.004 -0.0052 -0.0031
Si -0.0109 -0.0073 -0.0008
Si -0.0056 -0.0073 0.001
Si -0.0016 0.0006 0.0016
Si -0.0069 -0.007 0.0002
Si 0.0064 0.0011 -0.0018
Si 0.0019 0.0001 -0.0015
Si -0.0013 0.0016 -0.0016
Si -0.0033 0.0001 0.0022
Si -0.0021 0.0011 0.002
Si 0.0006 -0.0038 -0.0008
Si -0.0024 -0.0022 0.0018
Si 0.0026 -0.0052 0.0023
Si 0.0041 -0.0088 0.001
Si 0.0025 -0.0006 0.0009
Si -0.0023 -0.0034 0.0024
Si -0.0084 0.0039 0.0025
Si 0.0025 0.0026 -0.0002
Si -0.0005 -0.0051 -0.0015
Si -0.0025 0.0031 0.0026
Si 0.0023 0.0015 -0.0029
Si -0.0015 -0.0042 -0.001
Si 0.0033 0.0012 -0.0016
Si -0.0031 -0.005 -0.0019
Si 0.0062 -0.0017 0.0046
Si -0.0015 0.0018 0.0005
Si -0.0038 0.0047 -0.0023
Si 0.0072 -0.0029 -0.002
Si 0.0071 -0.0044 0.0044
Si 0.0032 0 -0.0077
Si 0.0034 0.0023 -0.0011
Si -0.0071 0.0043 0.0032
Si 0.0039 -0.0028 -0.0031
Si -0.0027 0.0024 0.0023
Si -0.0036 0.0009 -0.0011
Si 0.001 0.0055 -0.0005
Si -0.0119 0.0027 0.0007
Si 0.0015 -0.0037 0.0021
Si 0.0069 0.0085 0.0003
Si -0.0031 -0.0034 0.0018
Si -0.0003 0.0045 0.0008
Si -0.0043 0.0004 0
Si 0.0003 -0.0021 -0.0001
Si -0.0047 0.0002 0.0009
Si 0.0022 -0.0008 -0.0001
Si 0.003 -0.0012 -0.0011
Si 0.0008 0.0032 0.0029
Si -0.0043 0.0004 0
Si -0.0004 0.0045 0.003
Si 0.0048 0.0086 0.0009
Si 0.0029 0.0059 0.0048
Si 0.001 0.0056 0.002
Si 0.004 0.0005 0.0007
Si -0.0005 -0.0011 -0.0068
Si -0.0005 -0.0005 -0.0046
Si 0.0083 0.0021 -0.0026
Si -0.0055 -0.0035 -0.0027
Si -0.0032 -0.0008 0.0083
Si 0.0033 0.001 -0.0058
Si -0.0008 0.0031 0
Si 0.0058 -0.005 -0.0034
Si 0.0057 0.009 -0.0058
Si -0.0013 -0.0061 -0.0024
Si 0.0078 0.0071 -0.0057
Si 0.0036 0.0133 -0.0002
Si -0.0041 -0.0119 -0.0072
Si -0.0079 -0.0125 0.0037
Si -0.0042 -0.0029 0.0024
Si -0.003 -0.0054 -0.0032
Si -0.0047 -0.0054 0.004
Si -0.001 -0.0056 0.0022
Si 0.0014 0.0032 -0.0036
Si 0.0055 0.0001 -0.0013
Si -0.001 0.004 0.0021
Si -0.0076 -0.0067 -0.0027
Si 0.003 0.0038 0.0022
Si -0.0027 0.0001 0.0019
Si -0.0044 -0.004 -0.0009
Si 0.0079 0.0053 0.0015
Si -0.0007 -0.0077 0.0023
Si -0.0028 0.006 -0.0031
Si -0.0018 -0.0052 0.0011
Si -0.0034 -0.0052 0.0001
Si -0.0016 0.0006 -0.0017
Si 0.0052 -0.0039 0.0042
Si 0.0009 -0.0018 0.0068
Si -0.0131 0.0057 -0.0037
Si -0.004 0.0002 0.0053
Si 0.0006 -0.0041 0
Si 0.0141 -0.0189 -0.0016
Si 0.0064 -0.0155 0.0048
Si -0.0052 -0.0012 -0.0004
Si 0.0123 -0.0089 -0.0003
Si -0.013 0.0187 0.0016
Si -0.0078 0.0087 -0.0037
Si -0.0038 0.0004 0.0042
Si -0.0057 0.0071 -0.0023
Si 0.0037 -0.0019 -0.0001
Si 0.014 -0.0068 0.0128
Si 0.0204 -0.0193 -0.0075
Si 0.0097 -0.0176 0.0084
Si -0.0091 0.0081 -0.0017
Si 0.0037 0.003 0.0091
Si -0.0057 0.014 0.0049
Si -0.0117 0.0011 -0.001
Si -0.0006 0.0004 0.0057
Si -0.0007 0.0212 -0.0026
Si 0.0056 -0.0031 -0.007
Si -0.0059 -0.0034 0.007
Si -0.0072 0.0066 0.0011
Si 0.0135 -0.0072 -0.0035
Si -0.0071 0.0052 0.0039
Si -0.008 0.0092 -0.0046
Si 0.0026 -0.0009 0.0015
Si 0.0002 -0.0019 0.0039
Si -0.0033 0.0091 0.0014
Si 0.0055 -0.0084 0.0035
Si 0.0023 0.0047 0.0004
Si 0.0034 0.004 0.0023
Si -0.0083 -0.0029 0.0019
Si 0.0035 0.0099 0.0049
Si -0.0026 -0.0004 -0.0003
Si 0.0097 0.0047 0.0086
Si 0.0023 0.0047 0.0001
Si -0.003 0.0024 0.0009
Si 0.0011 0.0082 0.0073
Si 0.0017 0.0018 -0.0047
Si -0.0011 0.0146 0.0029
Si -0.0008 0.0133 0.0062
Si 0.0016 0.0071 -0.0007
Si -0.0004 0.0022 0.0064
Si 0.0037 -0.004 0.0028
Si 0.0027 0.0018 -0.0001
Si 0.0002 0.0088 -0.002
Si 0.0011 -0.0044 0.0062
Si 0.0078 0.0128 0.0062
Si -0.001 0.002 0.0023
Si 0.0033 0.0022 0.0015
Si -0.0016 -0.012 -0.0017
Si -0.0093 -0.008 0.0019
Si 0.0181 -0.0025 0.0054
Si 0.0053 0.0013 0.0019
Si -0.01 -0.0042 0.0071
Si -0.0012 -0.0125 -0.0048
Si -0.0096 -0.0048 0.0066
Si 0.0017 -0.0009 0.0029
Si -0.0113 -0.0001 -0.0005
Si -0.0028 -0.0065 0.0002
Si 0.0053 0.0022 0.0029
Si -0.0018 -0.0064 0.002
Si -0.0033 -0.0037 -0.0044
Si -0.0036 -0.0042 0.0101
Si 0.0045 -0.0034 -0.0044
Si -0.0005 -0.0011 0.0046
Si -0.0071 -0.01 0.0144
Si 0.001 -0.0014 -0.0006
O -0.0208 0.3631 -0.3733
O -0.2264 0.1809 0.2958
O -0.2956 -0.0185 -0.1846
O -0.2007 -0.3794 0.0623
O -0.0612 0.2692 -0.4936
O -0.1607 -0.3395 0.7085
O -0.1667 0.0672 0.1527
O 0.3219 -0.2074 0.4466
O -0.4466 -0.0011 -0.1074
O 0.3342 0.275 0.2227
O 0.2824 0.3113 0.1318
O -0.114 0.0762 0.0644
O -0.1678 -0.4909 0.1738
O 0.6218 -0.1897 0.1223
O -0.015 0.4753 -0.1711
O 0.1803 -0.0339 0.1598
O -0.1458 0.2073 -0.2382
O 0.6342 0.2524 0.1996
O -0.2357 0.1169 0.4608
O -0.085 -0.3119 0.5055
O 0.3243 0.2693 -0.4009
O -0.0419 0.3174 0.3751
O -0.1237 -0.0711 0.511
O 0.3237 0.1252 0.0929
O -0.2915 -0.5404 0.0629
O 0.025 0.0208 0.1154
O 0.0411 0.1012 0.0078
O 0.2255 -0.0868 0.1684
O 0.6212 -0.1629 -0.104
O -0.414 -0.2043 -0.391
O -0.3637 0.0858 0.1665
O 0.1485 0.1588 0.3831
O -0.4595 0.0456 -0.0705
O 0.1785 -0.093 0.3536
O 0.284 0.1878 0.1063
O 0.0089 0.0905 0.3215
O 0.6478 0.1624 0.3409
O -0.7821 0.1389 -0.0143
O -0.1906 0.3325 0.5509
O 0.1018 0.1132 -0.3769
O -0.285 -0.0222 0.6515
O -0.3439 -0.5074 -0.5661
O 0.3551 -0.0404 0.1378
O 0.4385 -0.2413 -0.0412
O -0.6533 0.3617 -0.227
O -0.0813 0.1814 -0.5215
O -0.3045 -0.3439 -0.0191
O 0.1579 0.0948 -0.0533
O 0.3248 0.5759 0.1159
O -0.1156 0.2491 -0.3519
O 0.0944 0.1043 0.1186
O 0.0537 -0.4381 0.1107
O 0.0482 0.2278 -0.1036
O 0.4108 -0.2674 0.538
O -0.1091 0.0795 -0.328
O 0.0674 -0.285 0.0088
O -0.2937 0.3559 -0.1909
O -0.0445 0 0.1189
O 0.359 -0.5325 0.4981
O 0.3456 0.2559 0.1591
O -0.3698 0.1591 0.2774
O 0.5998 -0.5081 0.0339
O -0.1639 0.2476 0.2996
O -0.4165 -0.0665 0.2928
O -0.0882 -0.1149 -0.5228
O 0.0336 0.0016 -0.3452
O 0.1719 -0.0756 -0.558
O -0.0635 -0.1646 -0.3866
O 0.175 0.3095 -0.0806
O -0.0986 0.0754 0.1905
O 0.0824 0.294 -0.0208
O 0.1834 0.151 0.5067
O 0.1137 0.2434 -0.5851
O -0.1421 0.0812 0.4935
O 0.097 0.0792 -0.3506
O 0.1703 0.2162 -0.0854
O 0.1498 0.0575 -0.5261
O 0.4859 -0.0376 0.123
O 0.0586 0.1665 -0.0269
O 0.2537 0.5973 -0.087
O -0.264 -0.3111 -0.0338
O -0.1455 -0.0566 0.5324
O -0.1875 0.393 0.5426
O 0.124 0.5294 0.2694
O 0.5241 -0.0445 -0.0178
O -0.5544 -0.2523 -0.294
O -0.3549 -0.3832 0.0016
O 0.4594 -0.2899 -0.3236
O -0.1537 0.2022 -0.4084
O 0.1608 0.207 -0.3539
O -0.0341 -0.235 -0.344
O 0.2077 0.0852 0.1177
O 0.4485 0.3998 -0.1134
O -0.0516 0.0742 -0.565
O 0.2162 -0.0634 0.2646
O -0.014 -0.3062 -0.1077
O 0.0583 -0.1488 -0.4995
O -0.063 0.6006 -0.2068
O 0.0053 0.2897 -0.086
O 0.4387 -0.4359 0.3108
O -0.0613 -0.1428 -0.1117
O 0.3315 0.3282 0.3497
O -0.0983 0.4491 -0.0635
O -0.3569 0.2832 0.6209
O 0.2138 -0.7081 -0.0995
O -0.0957 -0.0741 -0.4177
O -0.1226 -0.0406 -0.2735
O 0.1238 0.03 -0.5052
O -0.1963 -0.2995 0.0365
O -0.5073 0.0714 -0.3009
O -0.0686 -0.5235 -0.0767
O 0.3071 0.1899 -0.4376
O -0.4738 0.2763 0.2117
O -0.2975 0.0713 0.1944
O 0.2787 0.319 0.0855
O -0.0264 -0.0088 -0.3081
O 0.5898 0.1455 0.1592
O -0.4783 -0.4225 0.2845
O -0.009 0.3568 -0.296
O 0.3055 0.1086 -0.2279
O -0.152 -0.0863 -0.4614
O 0.4162 0.4482 0.2673
O -0.148 -0.2593 0.2559
O -0.0595 0.2297 -0.2332
O 0.5236 -0.174 0.0416
O 0.0388 0.6985 0.1114
O -0.1538 -0.1827 -0.0226
O -0.2177 -0.2638 -0.4045
O -0.4061 -0.243 -0.028
O 0.1759 0.0009 -0.3151
O 0.1211 -0.0321 0.3781
O 0.0138 -0.2947 0.0623
O -0.3853 -0.1576 -0.416
O 0.0241 0.1117 0.417
O -0.2884 0.3409 0.4247
O 0.606 0.1763 -0.0395
O 0.2029 -0.0257 -0.219
O -0.2869 -0.2064 -0.2954
O 0.1536 0.3181 0.2966
O -0.6691 0.2729 -0.4298
O 0.231 -0.0338 -0.401
O 0.3492 0.2783 -0.0672
O -0.3505 0.1139 0.3038
O 0.6576 -0.0968 -0.1677
O 0.0164 -0.5752 0.3787
O 0.0663 -0.197 -0.6481
O -0.0465 0.4525 0.1043
O 0.1588 -0.0892 -0.6827
O 0.0035 -0.1958 0.1823
O 0.2575 -0.0587 0.566
O 0.0621 0.189 -0.1616
O -0.1693 0.1268 0.1526
O 0.2197 -0.3803 -0.1203
O -0.3014 0.1748 -0.3239
O -0.279 -0.4675 -0.1301
O 0.0281 0.3682 0.19
O -0.1781 0.0684 -0.3517
O 0.6698 -0.1181 -0.0984
O 0.1147 0.1309 -0.5742
O -0.2239 0.2962 -0.1521
O -0.3487 -0.1312 0.0794
O 0.0995 0.0088 -0.1749
O 0.0393 -0.1344 -0.5185
O -0.3061 -0.638 0.3016
O 0.5008 0.4134 -0.133
O 0.6493 0.2508 0.0166
O 0.0608 -0.3069 0.368
O 0.0445 -0.5616 0.2125
O -0.3423 0.0867 -0.0135
O 0.047 0.1605 -0.6192
O -0.5877 -0.0039 -0.4288
O -0.4185 0.0342 0.1188
O 0.0922 -0.552 0.0151
O 0.0207 -0.2485 0.1502
O 0.1093 -0.5812 0.5111
O 0.1614 0.1463 0.4012
O -0.025 0.1822 0.0508
O 0.041 -0.1461 -0.4064
O -0.8474 -0.06 -0.067
O 0.0494 0.0828 0.5128
O 0.0587 0.2173 0.2159
O 0.0285 0.2253 -0.2175
O 0.0456 0.3229 -0.497
O -0.2288 0.0902 -0.416
O -0.0719 0.2915 0.2006
O -0.1314 0.2742 -0.1215
O -0.5191 -0.0944 0.2158
O -0.1753 0.0324 0.4146
O 0.0279 -0.2316 -0.647
O -0.0533 0.0779 -0.2112
O -0.126 -0.378 -0.2763
O 0.1947 0.5483 0.0611
O 0.1429 -0.523 -0.0649
O -0.0599 0.0259 0.3543
O -0.211 -0.3342 -0.4823
O -0.0503 -0.2824 0.4845
O -0.052 0.2523 0.3108
O 0.0521 -0.5792 -0.3117
O -0.1538 0.1178 0.3645
O -0.6233 -0.0856 -0.0137
O 0.6134 -0.2765 0.2831
O -0.331 -0.4429 -0.136
O -0.1099 0.2982 0.5305
O 0.2329 -0.0348 0.378
O -0.1375 -0.2379 -0.0747
O -0.2384 -0.0016 -0.2368
O -0.0135 0.2128 0.6145
O 0.2109 -0.3593 0.09
O 0.5432 0.0087 0.1312
O 0.2898 0.1985 0.154
O -0.0681 0.4848 0.2927
O -0.322 -0.0952 -0.3854
O -0.2992 0.5065 -0.5181
O 0.4213 0.0025 -0.4428
O -0.405 -0.1891 -0.0859
O -0.1976 -0.2883 0.1422
O 0.4519 0.5516 0.0735
O 0.1211 -0.1161 -0.4275
O 0.3874 -0.4784 -0.3219
O 0.4128 0.1766 -0.5509
O -0.3429 0.1088 0.3368
O -0.3046 -0.0961 -0.1978
O -0.2883 -0.2987 0.3507
O 0.2429 -0.0684 -0.2694
O -0.1873 0.1684 0.1376
O 0.2804 -0.2412 0.2904
O 0.1046 -0.0319 -0.044
O -0.1842 -0.0291 0.1912
O 0.2331 0.3566 -0.4334
O 0.1631 -0.4026 -0.1804
O 0.1651 -0.3824 -0.0921
O 0.0179 -0.0438 -0.2259
O -0.4272 -0.0549 -0.2605
O 0.2957 0.2058 0.3852
O -0.0124 -0.4393 -0.5171
O -0.1768 0.0841 -0.2688
O 0.0598 -0.5015 0.1126
O 0.1714 0.0681 -0.0568
O -0.0635 -0.3748 0.0971
O 0.5133 -0.0101 0.5481
O 0.1751 -0.1845 -0.2509
O -0.4648 0.3026 0.1212
O -0.2077 -0.4377 0.4793
O 0.007 0.1417 -0.2022
O 0.1247 0.3657 -0.0106
O 0.008 -0.4855 -0.0533
O -0.3864 -0.0253 0.1152
O 0.0742 0.4869 0.4067
O 0.5205 -0.0373 0.0781
O 0.138 -0.5555 0.1971
O 0.3393 0.2346 0.4669
O -0.2934 -0.0277 -0.1295
O -0.4512 0.3391 0.1753
O 0.1523 -0.0232 -0.5766
O 0.2397 -0.0652 0.4919
O 0.0376 0.0287 -0.1812
O 0.1034 0.3326 -0.2326
O -0.4279 -0.3274 -0.1786
O 0.3841 0.0279 -0.1948
O 0.2238 0.57 -0.3969
O 0.2339 -0.5155 0.0137
O -0.0943 0.0891 -0.4875
O -0.2169 0.4201 0.3149
O 0.07 0.0205 -0.3691
O -0.0553 -0.2386 0.0669
O 0.0988 -0.4609 0.5245
O 0.0856 0.5892 0.0103
O 0.1224 -0.6306 0.157
O 0.0933 -0.4168 0.2999
O 0.0657 0.3675 -0.1463
O -0.3796 0.2323 0.3259
O -0.0508 -0.2119 0.2145
O -0.0141 0.0971 -0.2764
O 0.2098 -0.5028 0.2609
O 0.3549 -0.3596 -0.3046
O -0.2011 -0.0806 -0.0198
O -0.5862 -0.167 0.3612
O -0.0301 -0.4485 0.1587
O -0.1052 0.459 -0.2361
O -0.488 0.1134 0.1696
O 0.4479 0.5132 0.0116
O 0.5104 0.1122 0.1561
O 0.3047 -0.2061 -0.4808
O 0.2519 -0.1741 0.4228
O -0.4911 0.2295 -0.1202
O -0.0639 0.0795 -0.0356
O -0.2115 0.4184 0.161
O -0.181 -0.2711 0.2245
